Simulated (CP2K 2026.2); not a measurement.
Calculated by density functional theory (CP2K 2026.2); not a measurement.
Periodic cell of 523 atoms, Si360O163, from a study of silicon, its oxide and their interface. The atomic structure is a simulated model.
Doubt: the forces sum to 2.63 eV/angstrom along one axis rather than to zero, so they err by at least 0.0050 eV/angstrom per atom on average; the grid cutoff is modest.

Settings: functional PBE; method Gaussian and plane waves; basis set DZVP-MOLOPT-SR-GTH; pseudopotentials GTH-PBE; grid cutoff 300 Ry, relative cutoff 40 Ry; k points Gamma only; occupations fixed; spin none; net charge 0.

Cell vectors (angstrom)
a 16.32 0 0
b 0 16.32 0
c 2.0285 7.0415 35.2517

Atoms and the computed forces on them: element, x, y, z (angstrom), force x, y, z (eV/angstrom)
Si 1.162 7.46 -1.501 0.099 -0.389 0.538
Si 1.111 -0.546 -1.846 0.057 0.087 0.264
Si -1.676 4.675 0.18 -0.23 0.148 0.574
Si 1.687 6.341 0.456 -0.019 0.036 -0.056
Si 3.915 -7.826 -2.057 0.268 -0.067 0.728
Si 0.091 -5.87 -0.917 -0.414 -0.017 0.697
Si 4.416 -1.513 0.225 -0.2 0.067 0.737
Si 6.97 1.155 -0.027 -0.084 0.231 0.66
Si -6.206 -1.159 -5.51 0.018 -0.041 0.009
Si 6.313 7.206 0.161 -0.012 -0.002 -0.001
Si 4.531 8.845 0.179 -0.062 0.026 0.001
Si -9.302 -4.224 -2.909 -0.087 0.04 0.126
Si -7.098 -1.023 0.059 0.139 -0.118 0.84
Si -4.558 1.823 0.314 -0.073 0.318 0.635
Si -6.165 3.619 0.047 0.167 -0.13 0.668
Si -3.312 6.467 0.261 0.22 -0.133 0.647
Si -6.027 -6.199 -0.174 0.212 0.261 0.458
Si -3.308 -0.029 -1.773 -0.087 -0.033 0.241
Si 0.755 0.664 1.147 0.032 0.223 0.567
Si 2.429 2.57 1.426 -0.025 -0.084 -0.029
Si -0.044 5.438 1.673 -0.1 -0.021 -0.05
Si 2.798 8.045 1.572 0.011 -0.002 0
Si -0.678 -6.153 1.319 0.035 -0.086 0.011
Si 2.665 -2.64 1.32 -0.032 -0.014 -0.014
Si 5.513 0.082 1.498 0.029 0.008 -0.04
Si -8.096 2.756 1.224 0.039 0.045 -0.011
Si 4.11 6.746 2.961 -0.003 -0.039 -0.028
Si -8.189 8.24 1.32 -0.214 -0.319 0.34
Si 5.416 -5.549 1.288 0.003 0.047 -0.016
Si -8.133 -2.677 1.406 -0.002 0.039 -0.075
Si -5.547 0.054 1.484 0.015 0.01 -0.04
Si -2.694 2.846 1.317 -0.013 0.005 -0.104
Si -5.241 5.453 1.318 -0.007 0.065 -0.011
Si -2.407 8.349 1.543 0.03 0.093 -0.108
Si -5.003 -5.031 1.545 0.068 0.087 -0.069
Si -3.251 -3.312 1.334 -0.08 -0.043 0.021
Si -1.212 1.4 2.464 0.033 -0.031 -0.047
Si 1.299 3.995 2.917 0.104 0.032 0.054
Si -1.327 6.86 2.987 -0.072 -0.059 0.02
Si 1.237 9.439 2.656 -0.072 0.089 -0.095
Si -1.484 -4.262 2.616 0.048 0.013 -0.091
Si 1.406 -1.173 2.62 -0.038 0.003 -0.064
Si 4.061 1.443 2.735 -0.082 -0.035 0.011
Si 6.797 4.093 2.591 0.006 -0.005 -0.008
Si 5.264 5.439 1.388 0.009 -0.01 0.025
Si 6.814 -6.761 2.765 0.021 -0.034 -0.079
Si 3.971 -4.164 2.612 0.035 -0.016 -0.02
Si -9.5 -1.357 2.817 -0.002 0.012 0.031
Si -6.918 1.388 2.806 -0.015 0.041 -0.007
Si -4.041 4.09 2.81 -0.012 0.011 -0.004
Si -6.767 6.797 2.576 0.001 0.032 -0.025
Si -4.011 -6.776 2.795 0.039 0.02 0.059
Si -6.737 -4.002 2.765 -0.013 -0.058 0.013
Si -4.104 -1.444 2.616 -0.011 -0.044 -0.026
Si -2.631 -0.027 3.847 0.004 0.012 -0.027
Si -0.08 2.64 4.162 0.019 -0.053 0.003
Si -2.736 5.445 4.197 -0.01 -0.008 0.051
Si 0.081 8.161 4.259 -0.007 0.019 0.019
Si -2.691 -5.472 4.215 -0.037 -0.009 0.012
Si -0.043 -2.704 3.841 0.005 -0.025 -0.029
Si 2.757 0.029 4.111 0.005 0.027 0.016
Si 5.472 2.766 4.052 -0.003 0.01 0.028
Si 2.703 5.38 4.215 0.003 0.013 0.02
Si 5.49 -8.138 4.162 0 -0.004 -0.022
Si 2.609 -5.467 4.002 -0.016 -0.031 0.01
Si 5.374 -2.782 4.016 -0.004 0.003 -0.015
Si -8.192 0.006 4.193 -0.017 -0.015 0.008
Si -5.452 2.715 4.092 -0.041 -0.029 0.028
Si -8.15 5.455 3.973 -0.014 0.017 -0.013
Si -5.46 8.158 4.022 -0.003 -0.025 0.023
Si -8.125 -5.401 4.079 0.034 0.019 0.003
Si -5.434 -2.651 4.145 0.03 0.005 0.012
Si -1.36 -1.384 5.311 -0.018 0.009 0.015
Si 1.352 1.329 5.477 0.024 0.004 0.001
Si -1.385 4.05 5.512 -0.018 0.004 0
Si 1.395 6.767 5.569 0.022 -0.034 0.019
Si -1.323 9.52 5.554 0.013 -0.007 -0.021
Si 1.302 -4.035 5.33 0.019 0.028 -0.005
Si 4.08 -1.391 5.427 0.011 0.011 0
Si 6.758 1.384 5.472 -0.001 0.001 0.021
Si 4.119 4.049 5.494 -0.013 -0.007 0.014
Si 6.863 6.793 5.445 -0.01 -0.031 0.004
Si 4.034 -6.777 5.412 -0.033 -0.035 0.003
Si -9.536 -4.072 5.413 -0.021 0.017 -0.004
Si -6.79 -1.329 5.51 -0.004 0.018 0.012
Si -4.025 1.305 5.326 0.021 0.004 0.005
Si -6.815 4.104 5.411 -0.002 0.028 -0.005
Si -4.123 6.83 5.466 0.004 -0.001 -0.01
Si -6.788 -6.798 5.421 0.011 -0.013 0.022
Si -4.084 -4.065 5.473 -0.021 0.011 -0.02
Si -0.018 -0.058 6.769 -0.002 -0.011 -0.016
Si 2.724 2.695 6.826 -0.002 -0.002 0.008
Si -0.008 5.408 6.86 0.01 0.02 0.012
Si 2.758 -8.149 6.846 -0.007 0.012 0.001
Si 0.025 -5.384 6.816 0.009 0.017 -0.003
Si 2.685 -2.734 6.756 -0.021 -0.006 -0.003
Si 5.421 -0.016 6.806 0.003 0.021 0.002
Si 8.156 2.744 6.794 -0.01 -0.023 -0.01
Si 5.477 5.444 6.813 -0.015 0.018 0.001
Si -8.13 -8.156 6.808 0 0 0.01
Si -10.901 -5.433 6.773 0.005 0.001 -0.006
Si 8.14 -2.719 6.8 -0.006 0.001 0.013
Si -5.386 0.023 6.793 0.016 -0.02 -0.001
Si -2.752 2.667 6.799 0.004 -0.013 -0.015
Si -5.468 5.448 6.808 0.003 0.018 -0.003
Si -2.732 8.153 6.839 -0.005 -0.015 0.017
Si -5.444 -5.441 6.805 0.009 -0.021 0.005
Si -2.705 -2.691 6.771 0.013 0.008 0.01
Si -1.339 1.38 13.588 -0.012 -0.006 -0.008
Si 1.369 4.093 13.619 0.012 0 -0.001
Si -1.358 6.805 13.632 -0.014 0.003 -0.003
Si 1.354 -6.809 13.624 -0.02 0.031 -0.003
Si -1.364 -4.092 13.602 0.005 -0.006 -0.011
Si 1.358 -1.36 13.581 0.012 -0.006 -0.01
Si 4.084 1.368 13.587 0.01 -0.007 -0.003
Si 6.814 4.085 13.6 0 -0.005 -0.005
Si 4.079 -9.507 13.627 0.001 -0.006 -0.003
Si -9.538 -6.823 13.632 0.005 0.001 0.002
Si 4.062 -4.111 13.582 -0.013 0.016 -0.007
Si 6.791 -1.362 13.573 -0.016 0.012 -0.004
Si -6.79 1.381 13.585 -0.007 0.002 -0.004
Si -4.074 4.11 13.615 0.002 -0.005 -0.015
Si -6.789 6.786 13.608 -0.001 0.008 -0.005
Si -4.071 9.5 13.595 -0.001 -0.03 -0.003
Si -6.804 -4.103 13.584 0.006 -0.008 0.001
Si -4.078 -1.376 13.589 0.003 0.012 -0.005
Si -2.67 -0.026 14.908 0.02 -0.008 -0.018
Si -0.011 2.752 14.978 -0.008 -0.016 -0.007
Si -2.727 5.46 15.01 -0.001 0.016 -0.006
Si -0.014 8.175 15.006 0.036 -0.005 0.002
Si -2.719 -5.464 14.962 0.013 0.013 0.001
Si -0.006 -2.71 14.938 -0.01 0.007 0
Si 2.701 0.017 14.929 -0.004 0.001 -0.013
Si 5.45 2.73 14.947 -0.001 0.016 -0.005
Si 2.722 5.463 14.992 -0.014 -0.009 -0.002
Si 5.416 -8.163 15.032 -0.035 0.039 0.001
Si 2.743 -5.479 14.982 0.007 -0.017 -0.002
Si 5.415 -2.738 14.907 0.02 -0.027 -0.014
Si -8.165 0.017 14.913 -0.014 -0.018 -0.002
Si -5.46 2.772 14.956 -0.022 0.021 -0.002
Si -8.133 5.42 14.973 0.006 -0.002 -0.004
Si -5.408 8.12 14.96 0 -0.004 -0.005
Si -8.157 -5.464 14.959 -0.012 0.01 -0.002
Si -5.44 -2.75 14.941 0.002 0.003 0.003
Si -1.335 -1.356 16.34 0.002 0.008 -0.01
Si 1.298 1.322 16.308 0.004 0.01 -0.017
Si -1.316 4.159 16.364 0.015 0.009 0.024
Si 1.402 6.868 16.365 0.003 0.027 -0.02
Si -1.434 -6.842 16.38 0 0.005 0.027
Si 1.357 -4.087 16.25 -0.021 0.013 -0.039
Si 4.105 -1.321 16.24 -0.002 -0.011 0.028
Si -9.443 1.434 16.296 0.008 0.018 -0.031
Si 4.064 4.051 16.315 0.002 -0.013 -0.002
Si -9.511 6.754 16.312 -0.008 -0.007 0.021
Si 4.057 -6.808 16.455 -0.01 0.011 -0.04
Si -9.606 -4.145 16.271 -0.021 -0.005 -0.023
Si -6.877 -1.42 16.239 -0.018 -0.002 0.001
Si -4.039 1.371 16.162 0.012 -0.022 -0.003
Si -6.779 4.123 16.416 0.023 0.007 -0.001
Si -4.122 6.761 16.413 -0.01 -0.014 -0.033
Si -6.738 9.506 16.278 -0.003 -0.017 0.023
Si -4.028 -4.061 16.314 0.001 0.01 -0.023
Si -0.012 -0.016 17.765 0.021 0.016 0.007
Si 2.638 2.692 17.622 0.017 0.02 0
Si 0.041 5.592 17.749 -0.016 -0.025 0.024
Si 2.697 8.169 17.873 -0.036 -0.024 0.007
Si -0.017 -5.427 17.607 0.029 0.017 0.022
Si 2.724 -2.693 17.542 0.002 -0.014 0.009
Si 5.502 0.061 17.554 -0.01 -0.012 0.041
Si -8.117 2.755 17.777 -0.05 -0.021 0.003
Si 5.46 5.366 17.673 0.007 0.019 -0.013
Si -8.102 8.128 17.594 -0.016 -0.025 0.014
Si 5.45 -5.451 17.796 0.012 0.007 0.012
Si -8.313 -2.765 17.595 0.009 0.039 -0.014
Si -5.411 -0.033 17.401 0.016 0.001 -0.001
Si -2.711 2.703 17.559 0.011 -0.016 0.044
Si -5.447 5.44 17.891 -0.015 0.03 0.01
Si -2.82 -8.203 17.806 0.018 0.038 0.046
Si -5.387 -5.429 17.629 0.004 -0.023 -0.008
Si -2.659 -2.721 17.715 -0.026 -0.038 -0.026
Si -1.426 1.396 19.036 -0.021 0 0.031
Si 1.371 4.111 19.014 0.062 -0.003 0.021
Si -1.381 6.866 19.231 0.023 0.042 0.062
Si 1.214 -6.719 19.133 0.05 -0.021 0.092
Si -1.27 -4.081 19.077 0.019 0.04 0.058
Si 1.41 -1.426 19.032 -0.03 -0.002 0.078
Si 4.057 1.329 18.885 -0.014 -0.002 0.033
Si -9.534 4.076 19.186 0.002 -0.006 0.051
Si 4.172 6.727 19.098 -0.011 -0.015 0.027
Si -9.398 9.436 19.015 0.007 0.038 -0.034
Si 4.017 -3.983 19.007 0.04 -0.081 0.059
Si 6.717 -1.344 18.983 0.054 -0.025 0.029
Si -6.618 1.287 18.863 -0.045 -0.013 0.035
Si -4.003 3.943 19.078 0.004 -0.028 0.042
Si -6.877 6.886 19.203 0.004 -0.008 0.081
Si -4.157 -6.753 19.166 -0.019 -0.001 0.007
Si -6.906 -4.145 18.844 -0.048 0.036 0.031
Si -4.124 -1.305 18.859 -0.029 0.004 0.062
Si -3.224 0.395 20.209 0.028 0.04 0.026
Si -0.411 3.176 20.214 -0.009 -0.046 0.042
Si -2.175 4.855 20.273 0.19 -0.058 -0.574
Si -0.628 8.821 20.485 -0.048 0.024 -0.091
Si -2.388 -5.705 20.363 0.206 -0.254 -0.449
Si 0.545 -3.188 20.356 0.092 -0.145 -0.654
Si 0.055 2.966 22.502 -0.08 0.051 -0.778
Si 5.149 2.782 20.347 0.216 -0.022 -0.669
Si 3.042 5.099 20.376 -0.109 0.056 -0.684
Si 5.986 7.662 20.28 0.09 -0.016 0.054
Si 2.247 -4.904 20.238 -0.257 0.093 -0.62
Si 4.867 -2.168 20.255 -0.038 0.081 -0.022
Si -7.791 -0.288 20.087 -0.172 -0.048 -0.703
Si -4.93 2.106 20.308 0.039 -0.006 0.03
Si -8.646 5.884 20.486 -0.128 0.187 -0.599
Si -6.021 -7.565 20.46 -0.168 0.19 -0.602
Si -7.759 -5.775 20.323 0.013 -0.031 0.008
Si -5.738 -2.545 20.022 0.096 0.019 -0.648
Si -0.026 -1.709 23.07 0.038 -0.109 -0.154
Si -3.313 -6.337 -6.909 0.031 0.092 0.009
Si -2.651 4.015 23.17 0.015 -0.08 -0.259
Si 1.445 5.785 22.964 -0.05 -0.089 -0.208
Si -3.837 -3.669 22.18 0.127 -0.005 -0.097
Si -2.62 -0.683 22.196 -0.315 0.208 -0.607
Si 3.174 -0.405 20.2 0.148 -0.288 -0.583
Si -6.503 7.627 -6.353 -0.019 0.012 -0.007
Si 2.018 0.488 23.07 -0.027 -0.073 -0.152
Si -10.784 -7.413 22.178 0.184 -0.342 -0.505
Si 3.645 -7.322 -6.092 0.013 -0.072 -0.06
Si -9.259 1.289 25.116 -0.077 0.013 0.026
Si -9.56 0.812 22.244 -0.162 -0.105 -0.182
Si 2.145 6.607 25.74 -0.093 0.096 0.073
Si -7.281 4.951 23.216 -0.051 0.063 -0.131
Si -5.94 7.712 23.479 -0.151 0.063 -0.167
Si -9.041 -5.014 22.202 0.413 -0.036 -0.458
Si -1.881 -4.546 -2.991 0.142 0.035 0.114
Si -1.211 0.161 -3.68 0.082 -0.02 -0.014
Si -8.953 2.701 -4.745 0.025 -0.006 0.019
Si -8.67 6.143 -8.023 -0.022 0.003 -0.071
Si 3.957 -2.718 -7.084 -0.026 -0.141 -0.031
Si -8.638 -7.125 24.237 -0.059 0.08 -0.216
Si -10.22 -6.854 26.903 -0.048 0.038 -0.126
Si -2.181 -1.733 -7.801 0.021 -0.014 -0.019
Si -6.361 -4.675 -2.879 -0.034 -0.019 0.18
Si 4.001 0.673 25.47 0.046 -0.111 -0.089
Si 3.365 6.002 -5.272 0.071 -0.105 0.007
Si 5.427 1.571 -2.833 -0.339 -0.542 0.128
Si 1.755 -5.108 -7.082 0.094 0.069 -0.009
Si -6.152 -5.988 -7.932 0.074 -0.08 -0.045
Si 2.894 -6.332 22.901 -0.046 0.045 -0.153
Si -2.185 5.04 -5.188 0.017 -0.137 0.097
Si -4.213 -6.386 -3.895 0.072 0.108 0.141
Si 0.072 -7.808 22.711 -0.126 0.127 -0.65
Si -5.371 2.507 22.59 0.122 -0.105 -0.696
Si 2.359 -0.099 -7.456 -0.003 0.121 -0.059
Si 4.415 4.494 -2.685 0.062 0.034 0.079
Si 3.885 -0.215 -2.663 0.427 0.527 -0.163
Si -4.671 0.139 24.298 -0.039 0.003 -0.125
Si -1.672 -3.262 25.326 -0.048 -0.04 -0.071
Si -10.669 4.366 -6.531 -0.003 0.057 0.026
Si -9.112 -1.33 26.557 -0.062 -0.087 0.084
Si 0.347 1.647 -5.887 0.042 -0.022 -0.043
Si 3.287 4.561 0.245 -0.142 -0.038 0.559
Si 1.099 -3.117 -0.374 0.23 0.02 0.561
Si -2.043 -2.562 -0.58 -0.292 -0.286 0.451
Si 1.254 -6.894 26.667 0.078 -0.028 -0.075
Si -2.822 5.252 25.972 -0.006 0.046 -0.001
Si -4.704 -2.839 24.849 0.05 0.04 -0.062
Si -3.851 -8.132 25.791 -0.036 -0.114 -0.113
Si -9.957 6.715 -2.153 -0.07 0.258 0.687
Si -0.617 5.269 -2.684 0.038 -0.075 0.166
Si -4.413 2.728 -5.172 -0.017 0.06 0.053
Si -4.755 7.912 -1.859 0.041 -0.003 0.092
Si 4.602 -5.607 -3.843 0.029 0.071 0.078
Si -8.091 3.954 26.089 0.083 0.003 -0.118
Si -6.823 1.74 -6.691 0.095 0.046 0.045
Si 4.834 -2.763 -4.224 0.02 0.048 0.163
Si -9.749 -3.832 0.144 0.164 -0.253 0.746
Si -3.479 7.025 -7.124 -0.024 0.036 -0.055
Si -1.389 -6.352 25.09 0.116 -0.013 -0.126
Si -7.057 6.819 -3.454 -0.047 -0.083 0.051
Si -3.313 -0.261 -5.607 -0.138 0.117 0.059
Si -5.669 -1.793 -2.694 -0.014 0.077 0.196
Si -10.538 -2.27 22.386 -0.194 0.002 -0.615
Si -7.241 -3.112 -7.747 -0.001 0.05 -0.013
Si -6.477 3.812 -3.173 0.056 0.007 0.145
Si 3.613 -5.17 25.755 -0.018 -0.081 -0.054
Si 4.734 -2.376 25.272 0.071 0.092 -0.077
Si -1.129 -4.222 -6.099 -0.057 -0.094 0.1
Si 0.752 4.441 -5.158 -0.045 0.095 0.126
Si -1.362 1.324 8.146 0.004 -0.012 -0.012
Si 1.373 4.062 8.192 0.024 0.008 0.002
Si -1.372 6.786 8.189 -0.022 -0.017 0.006
Si 1.376 -6.777 8.167 0.01 -0.003 -0.009
Si -1.359 -4.049 8.159 -0.013 0.021 0.016
Si 1.345 -1.385 8.149 -0.01 0.002 0.012
Si 4.071 1.334 8.18 -0.022 -0.025 0.005
Si 6.813 4.083 8.183 0.005 0 -0.009
Si 4.116 6.802 8.182 0.004 0.008 0.004
Si -9.532 -6.799 8.139 -0.011 -0.017 -0.009
Si 4.061 -4.08 8.136 0.007 0.01 -0.008
Si 6.797 -1.359 8.165 0.004 0.008 0.001
Si -6.78 1.379 8.137 0.018 0.029 -0.009
Si -4.098 4.063 8.149 -0.023 -0.005 -0.009
Si -6.796 6.805 8.187 0.005 0.005 0.004
Si -4.085 -6.793 8.178 0 0.018 0.014
Si -6.818 -4.086 8.156 -0.009 -0.01 0
Si -4.059 -1.351 8.159 0.001 -0.013 0.006
Si -2.711 -0.006 9.535 -0.014 0.006 0.005
Si -0.006 2.697 9.52 0.01 -0.005 -0.003
Si -2.73 5.418 9.524 0.007 0.001 0.004
Si 0.005 -8.152 9.517 -0.01 0.016 -0.004
Si -2.713 -5.43 9.516 -0.001 0.002 -0.003
Si -0.006 -2.718 9.535 0.014 -0.016 0.002
Si 2.703 -0.021 9.519 0.005 0.007 -0.001
Si 5.438 2.715 9.522 0.003 -0.002 -0.008
Si 2.733 5.444 9.531 -0.002 0 -0.002
Si -10.862 -8.154 9.537 0.003 -0.02 0.005
Si 2.734 -5.438 9.532 0.004 -0.002 0.002
Si 5.427 -2.727 9.508 -0.012 0.022 0.002
Si -8.144 0.006 9.5 -0.002 -0.018 -0.005
Si -5.447 2.725 9.528 -0.017 0.002 -0.001
Si -8.156 5.446 9.541 -0.009 0.008 0.011
Si -5.436 -8.157 9.539 0.002 -0.016 0.004
Si -8.172 -5.449 9.515 0.002 0.011 -0.003
Si -5.438 -2.723 9.503 0.009 0.008 -0.004
Si -1.36 -1.361 10.899 0.006 0.013 0.009
Si 1.368 1.36 10.879 -0.003 -0.029 0
Si -1.36 4.07 10.887 -0.012 -0.004 -0.003
Si 1.358 -9.519 10.886 0.017 0.008 -0.005
Si -1.35 -6.794 10.88 0.001 -0.001 0
Si 1.356 -4.088 10.878 -0.014 0.019 0
Si 4.068 -1.377 10.874 -0.01 -0.004 0.002
Si 6.804 1.354 10.867 0.016 0.01 0
Si 4.093 4.088 10.892 -0.008 0.005 0.004
Si -9.513 -9.517 10.898 -0.002 0.009 0.01
Si -12.238 -6.807 10.893 0.005 0.014 0.001
Si 6.793 -4.086 10.874 -0.012 -0.014 -0.002
Si -6.789 -1.355 10.87 -0.003 0.006 -0.006
Si -4.075 1.367 10.879 0.004 0.004 -0.005
Si -6.796 4.084 10.891 0.018 -0.005 0.003
Si -4.07 6.799 10.884 -0.015 -0.012 0.002
Si -6.818 -6.811 10.887 -0.009 -0.004 0.001
Si -4.089 -4.09 10.873 0.006 -0.002 -0.008
Si 0.01 0.012 12.234 0.011 0.022 0.01
Si 2.723 2.735 12.242 0.008 0.013 -0.008
Si -0.005 5.44 12.254 -0.017 -0.017 -0.004
Si 2.712 -8.165 12.255 -0.012 -0.003 0.009
Si 0.01 -5.442 12.25 0.028 0.008 -0.003
Si 2.71 -2.736 12.234 -0.008 -0.013 -0.002
Si 5.428 -0.006 12.219 -0.015 -0.027 -0.008
Si 8.154 2.719 12.23 -0.017 -0.004 0
Si 5.445 5.455 12.261 0.027 0.015 -0.006
Si -8.164 -8.169 12.268 -0.01 -0.017 0.005
Si -10.871 -5.455 12.246 -0.001 -0.001 0.018
Si 8.166 -2.721 12.224 0.016 0.023 -0.002
Si -5.428 0.006 12.237 0.015 0.014 -0.009
Si -2.728 2.728 12.252 -0.006 -0.022 0.001
Si -5.43 5.447 12.24 -0.004 0.013 0.008
Si -2.699 8.156 12.24 0.015 0.017 -0.008
Si -5.443 -5.463 12.234 -0.015 -0.002 -0.011
Si -2.727 -2.74 12.236 -0.02 -0.011 -0.002
O -3.268 0.028 23.497 0.294 0.348 0.362
O 1.564 -2.077 -1.536 0.219 -0.2 -0.313
O 1.195 -4.661 -0.88 0.645 -0.142 -0.025
O -6.43 3.856 -1.559 -0.187 0.1 -0.369
O -7.319 -7.03 0.374 -0.24 0.337 -0.092
O -0.999 4.478 -1.321 0.351 -0.624 -0.197
O -2.575 4.975 21.865 -0.052 0.489 0.201
O -6.156 6.111 23.363 0.272 -0.165 0.102
O 1.46 -7.035 23.04 -0.017 0.186 0.172
O -0.225 -6.466 26.209 0.043 0.288 0.637
O -2.978 -2.288 22.181 0.034 0.061 0.066
O 2.809 -5.22 21.743 0.105 0.417 0.168
O -0.734 -2.38 24.351 -0.006 -0.051 0.166
O -0.036 6.755 -2.35 -0.4 0.597 -0.288
O -3.261 3.841 -5.423 -0.005 -0.071 -0.307
O 2.37 5.875 21.642 -0.087 0.303 0.004
O -9.522 4.847 -7.571 0.277 -0.397 -0.299
O -8.743 -0.187 25.484 0.231 -0.019 -0.369
O 3.967 -7.498 22.563 -0.324 -0.409 0.004
O -5.263 -1.373 24.404 -0.57 -0.006 0.054
O -2.935 -7.805 -7.478 0.309 0.003 -0.414
O -2.144 -0.781 -4.603 -0.08 -0.543 -0.002
O -8.376 2.369 25.914 0.086 -0.248 0.555
O -8.26 0.007 -0.462 -0.297 -0.227 -0.563
O -10.461 -5.808 21.939 -0.354 0.368 -0.391
O -6.439 -1.628 -1.292 0.27 -0.18 -0.391
O -6.647 -7.228 -7.018 -0.426 0.192 -0.104
O -2.705 6.397 -5.865 0.144 0.296 0.369
O 2.598 7.554 -2.273 0.053 -0.564 -0.151
O -4.583 -1.274 -5.628 0.167 -0.652 -0.234
O -4.236 1.099 -1.119 -0.153 0.314 -0.592
O -3.27 -5.332 -3.14 -0.195 0.021 0.457
O 4.065 3.905 20.907 0.036 -0.029 0.253
O 2.756 0.199 21.666 0.166 0.184 0.157
O 0.545 4.512 -3.54 0.327 -0.218 0.167
O -7.806 -4.304 -3.485 -0.074 -0.173 -0.431
O -1.352 -4.19 -4.482 0.208 0.39 -0.211
O 4.098 -0.753 -1.16 0.061 -0.016 0.27
O -0.717 4.701 -5.812 0.107 0.205 -0.711
O 4.387 -7.678 -7.474 -0.124 0.297 -0.109
O -3.185 -2.663 25.403 0.115 0.537 0.087
O -4.083 -7.826 -3.193 0.382 -0.078 -0.334
O -9.825 1.502 -4.07 0.021 -0.535 -0.213
O 5.442 -2.707 -0.191 -0.253 0.092 -0.253
O -5.401 -3.375 -2.885 0.366 -0.189 -0.351
O -2.621 -0.355 -7.065 0.196 0.565 -0.197
O -9.338 -3.41 22.366 0.645 0.064 0.176
O -5.721 -5.826 -3.799 -0.465 -0.243 -0.263
O 3.294 1.428 26.707 -0.746 0.195 -0.118
O -9.17 -4.242 -1.307 0.669 -0.355 -0.189
O -9.096 -7.077 25.769 0.1 -0.267 0.207
O 0.273 6.909 22.934 -0.52 -0.124 0.115
O 3.488 4.491 -1.371 -0.297 -0.007 -0.261
O 4.115 -1.41 -3.74 0.011 0.178 -0.507
O -2.488 -0.99 -0.732 0.059 0.518 -0.014
O -4.92 -7.253 -0.736 0.298 0.201 0.016
O -10.471 5.179 -2.355 0.411 -0.649 0.15
O 3.083 -1.389 -6.855 -0.359 0.18 0.335
O -6.589 3.56 22.768 -0.117 -0.332 -0.473
O -0.751 1.927 -7.038 -0.71 0.201 0.018
O -5.165 3.052 -3.76 0.184 -0.142 0.283
O -8.268 0.673 21.305 0.26 0.335 0.289
O -9.396 4.518 26.865 -0.267 0.455 -0.134
O -6.571 -1.287 -3.937 -0.578 0.202 -0.024
O 3.546 6.458 26.509 -0.008 -0.1 -0.254
O 3.825 -3.571 25.87 -0.184 0.308 0.169
O -10.18 -5.514 -3.338 0.247 -0.477 -0.073
O -6.718 7.718 -4.75 0.08 0.545 -0.008
O -6.786 -1.455 20.683 -0.098 -0.211 0.407
O 1.237 2.962 -5.592 0.437 -0.047 -0.021
O -9.802 -7.887 23.388 -0.031 -0.644 0.332
O 2.285 -5.649 26.538 -0.208 0.282 0.167
O 4.98 -2.801 -5.829 0.711 0.036 -0.228
O 3.68 5.328 -3.843 -0.291 -0.238 -0.102
O 0.802 4.311 23.035 -0.177 0.209 0.315
O -1.949 5.327 -3.607 -0.479 0.258 0.315
O -4.662 7.985 24.415 0.211 -0.177 0.138
O 1.285 -0.884 23.538 0.14 -0.279 0.397
O -0.483 -2.727 -0.076 0.201 -0.041 0.121
O 0.696 0.212 -0.453 -0.153 -0.113 -0.313
O -6.98 -2.281 -6.376 -0.361 -0.004 -0.009
O -6.52 -5.24 -1.375 -0.285 0.148 -0.04
O 3.987 -4.105 -3.861 -0.733 -0.091 0.186
O -2.931 -4.95 21.754 0.111 -0.106 0.353
O 4.822 -2.571 23.662 -0.487 -0.269 0.047
O -1.582 -2.816 -6.76 0.332 0.372 0.012
O -1.421 2.95 23.201 -0.109 -0.572 0.486
O 4.832 3.099 -7.1 0.122 -0.208 0.227
O 3.392 -5.572 24.217 0.133 0.047 0.172
O -5.058 -3.491 21.152 0.145 -0.206 0.064
O -5.052 7.045 -6.749 -0.035 -0.171 -0.105
O 2.302 -6.44 -6.324 -0.482 -0.123 0.469
O -8.315 5.433 22.05 -0.332 -0.134 0.36
O -5.66 -7.971 22.014 0.444 0.136 0.19
O -8.457 -5.629 23.604 0.702 0.389 0.285
O 4.605 2.946 -3.071 -0.249 -0.098 -0.482
O 4.645 -6.368 -5.258 0.552 -0.081 -0.29
O -10.106 1.661 -1.391 -0.2 0.166 -0.061
O -3.091 6.826 26.234 0.049 0.091 0.23
O -1.005 -7.188 23.755 -0.309 -0.229 0.087
O -2.137 -3.236 -2.062 0.134 0.333 -0.454
O -5.581 2.727 -6.31 -0.063 0.435 -0.227
O 0.936 1.679 22.921 0.23 0.004 0.404
O 0.328 -2.84 21.957 0.146 -0.337 0.434
O 0.449 -4.496 -6.349 0.129 0.108 0.21
O 1.724 -8.147 25.748 0.255 0.044 -0.262
O -4.427 0.74 25.767 0.127 0.003 -0.005
O -5.752 -3.456 25.91 -0.114 -0.264 0.008
O -10.852 1.351 25.386 -0.327 0.399 -0.042
O 0.987 5.686 26.381 -0.054 -0.293 -0.029
O -4.128 4.42 26.414 0.014 -0.062 -0.29
O -2.23 0.826 -2.619 -0.146 0.79 -0.216
O 4.924 -5.902 26.341 0.172 0.199 -0.209
O -5.643 1.14 23.454 -0.404 -0.223 0.027
O -3.745 1.247 -5.2 0.154 -0.124 0.549
O -0.891 -5.525 -2.161 0.008 -0.105 -0.292
O -9.043 1.569 23.554 0.236 0.379 0.025
O 3.437 1.022 -7.876 0.271 0.059 -0.16
O -2.026 -5.371 -6.827 0.133 -0.016 -0.622
O -6.99 -4.685 -7.477 -0.152 -0.142 0.211
O 2.952 -3.999 -7.17 -0.001 0.053 0.181
O 3.132 0.934 24.14 -0.111 0.262 0.081
O -3.836 -6.588 -5.417 -0.157 -0.378 -0.014
O 2.38 6.088 24.236 0.706 0.186 0.124
O -4.882 -7.694 26.96 -0.499 0.399 -0.018
O 3.314 7.622 -5.299 -0.171 0.17 0.446
O 3.663 -6.441 -2.843 -0.694 0.195 0.336
O -6.613 0.301 -6.015 0.014 0.062 0.086
O -7.257 -7.938 24.126 0.026 -0.141 0.47
O -4.546 -3.881 23.617 -0.111 -0.72 -0.055
O -0.14 -0.695 -2.847 -0.201 -0.375 -0.066
O -1.009 -0.626 22.365 0.44 0.688 -0.124
O -8.619 6.901 -3.049 0.021 0.206 -0.228
O -9.934 3.938 -5.145 0.169 0.404 0.113
O -6.716 4.16 26.932 -0.033 0.2 0.106
O -2.764 -6.961 25.647 -0.294 0.453 0.368
O -1.63 -4.782 24.778 -0.172 0.012 -0.248
O -4.551 -5.725 -7.762 0.246 0.373 -0.463
O -1.14 -3.191 26.847 0.28 -0.28 0.142
O 4.571 5.552 -6.271 -0.012 0.225 -0.503
O 0.748 -7.309 -1.229 0.104 -0.155 0.137
O -1.492 4.74 26.74 -0.01 -0.504 0.053
O -6.551 5.315 -3.76 -0.055 0.162 -0.428
O -3.764 6.78 -1.292 0.029 -0.158 -0.565
O -10.08 -2.448 25.886 0.153 -0.498 -0.174
O -2.587 5.024 24.405 0.146 0.544 -0.037
O 2.303 0.216 -2.649 -0.191 0.227 -0.058
O -6.234 7.355 -2.169 -0.154 0.096 0.401
O -4.272 -0.982 -2.658 0.24 -0.09 -0.208
O 1.883 5.472 -5.687 -0.205 0.217 -0.399
O 1.344 0.464 -6.33 0.172 -0.265 0.593
O -7.837 3.082 -3.643 -0.023 -0.295 -0.086
O -7.707 -1.957 26.99 0.33 0.336 -0.171
O 4.107 -0.936 25.672 -0.286 -0.311 0.064
O 5.199 7.721 -2.725 -0.053 -0.217 -0.643
O -10.658 1.789 21.551 0.013 -0.242 0.083
O -0.463 1.283 -4.546 0.166 0.293 0.381
O -8.23 2.286 -6.129 -0.324 0.282 -0.249
O -4.021 3.172 23.203 0.151 0.194 0.635
O -7.999 4.708 24.65 -0.438 0.412 -0.028
O -10.036 -2.9 -3.5 0.345 0.545 0.149
O -7.649 6.614 -6.871 -0.006 -0.366 0.482
O -10.074 -0.698 22.584 0.085 0.103 0.139

Results
total energy: -109985.964 eV
total energy less fixed offsets of O -438.25, Si -107.07 eV per atom: -6.014 eV
